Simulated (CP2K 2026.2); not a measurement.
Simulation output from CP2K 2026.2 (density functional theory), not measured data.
Periodic cell of 504 atoms, Si360O144, from a study of silicon, its oxide and their interface. The atomic structure is a simulated model.
Doubt: the forces sum to 2.55 eV/angstrom along one axis rather than to zero, so they err by at least 0.0051 eV/angstrom per atom on average; the grid cutoff is modest.

Settings: functional PBE; method Gaussian and plane waves; basis set DZVP-MOLOPT-SR-GTH; pseudopotentials GTH-PBE; grid cutoff 300 Ry, relative cutoff 40 Ry; k points Gamma only; occupations fixed; spin none; net charge 0.

Cell vectors (angstrom)
a 16.32 0 0
b 0 16.32 0
c -7.0597 4.2134 33.6173

Atoms and the computed forces on them: element, x, y, z (angstrom), force x, y, z (eV/angstrom)
Si 1.106 -1.265 0.092 0.228 -0.119 0.713
Si 4.257 0.991 -0.03 -0.178 0.253 0.73
Si 1.203 4.326 0.103 0.084 -0.191 0.691
Si 3.792 7.098 0.017 0.203 -0.125 0.786
Si 1.534 -7.059 0.057 -0.1 0.132 0.75
Si 4.38 -4.467 0.22 -0.03 0.139 0.798
Si 6.595 -1.159 0.019 0.195 -0.18 0.739
Si 9.229 1.851 -0.064 0.119 -0.34 0.78
Si 6.859 3.953 -0.033 -0.16 0.228 0.732
Si 9.796 6.541 0.043 -0.161 0.117 0.786
Si 6.675 9.728 0.053 0.139 -0.224 0.713
Si -6.528 -4.24 0.134 -0.146 0.127 0.745
Si -3.796 -1.514 0.165 -0.119 0.011 0.666
Si -1.11 0.985 0.112 -0.052 0.271 0.73
Si -4.284 4.356 0.146 0.041 -0.078 0.693
Si -1.12 6.472 -0.075 -0.205 0.246 0.725
Si -4.323 -6.462 0.16 0.082 -0.204 0.763
Si -1.674 -3.8 0.085 0.099 -0.132 0.776
Si 2.721 -0.105 1.354 -0.02 0.005 -0.045
Si 5.33 2.708 1.237 0.035 -0.032 -0.053
Si 2.713 5.518 1.399 -0.006 0.023 -0.056
Si 5.442 8.17 1.328 -0.011 0.009 -0.051
Si 2.71 -5.538 1.43 -0.006 -0.005 -0.06
Si 5.497 -2.759 1.382 -0.001 0.001 -0.049
Si 8.207 0.074 1.203 -0.007 0.026 -0.077
Si -5.488 2.783 1.382 -0.003 -0.019 -0.081
Si 8.132 5.442 1.314 0.016 -0.016 -0.047
Si -5.412 8.152 1.352 -0.007 -0.005 -0.036
Si 8.189 10.912 1.388 0.005 -0.001 -0.047
Si -5.387 -2.679 1.436 0.003 -0.014 -0.073
Si -2.658 -0.025 1.52 0.002 -0.009 -0.053
Si 0.015 2.686 1.308 0.007 -0.007 -0.054
Si -2.688 5.482 1.389 0.008 -0.006 -0.032
Si -0.051 8.1 1.309 0.001 0.004 -0.076
Si -2.761 -5.355 1.469 0.001 0.009 -0.058
Si -0.054 -2.761 1.43 -0.027 -0.004 -0.059
Si 1.393 1.345 2.689 0.014 0 0.002
Si 4.062 4.08 2.672 0.003 -0.008 0.001
Si 1.309 6.81 2.76 0.002 0.011 0.036
Si 4.097 9.472 2.783 0.013 -0.013 0.045
Si 1.356 -4.121 2.724 0.009 0.004 0.027
Si 4.083 -1.433 2.726 -0.004 -0.006 0.025
Si 6.777 1.378 2.614 0.011 0.015 0.04
Si 9.478 4.118 2.752 -0.01 0.007 0.032
Si 6.792 6.801 2.678 0.004 0.008 0.002
Si 9.516 9.491 2.72 0.011 0.01 0.015
Si 6.854 12.258 2.769 0.003 -0.004 0.027
Si -6.806 -1.283 2.661 -0.036 -0.003 0.003
Si -4.111 1.383 2.708 0.006 0.022 0.015
Si -1.363 4.032 2.697 -0.006 0.004 0.011
Si -4.027 6.858 2.743 -0.022 -0.005 0.023
Si -1.362 -6.803 2.686 0.005 0.001 0.003
Si -4.092 -4.033 2.856 -0.002 0.004 0.042
Si -1.326 -1.391 2.863 -0.002 -0.003 0.045
Si 0.051 0.016 4.115 -0.011 0.004 -0.002
Si 2.723 2.722 4.056 -0.02 -0.017 -0.007
Si -0.022 5.404 4.082 -0.005 0.002 -0.012
Si 2.707 8.135 4.12 -0.004 -0.004 -0.011
Si 0.002 -5.472 4.081 -0.017 -0.005 -0.001
Si 2.713 -2.757 4.092 0.005 0.02 0.005
Si 5.449 -0.003 4.022 0.016 0.003 -0.018
Si 8.117 2.715 4.055 0.01 -0.016 -0.016
Si 5.442 5.422 4.037 0.001 -0.001 0.001
Si 8.142 8.151 4.072 -0.005 0.007 -0.01
Si 5.457 10.882 4.095 -0.023 0.012 -0.016
Si 8.194 -2.664 4.074 0.013 -0.004 0.01
Si -5.454 0.022 4.072 0.006 -0.01 0.011
Si -2.741 2.723 4.075 0.015 0.004 0.005
Si -5.431 5.476 4.068 -0.008 0 -0.008
Si -2.698 8.198 4.11 0.002 0.003 0.004
Si -5.464 -5.456 4.114 0.014 0.016 -0.022
Si -2.715 -2.713 4.199 0.001 -0.01 0.009
Si 1.377 -1.373 16.348 -0.001 -0.01 0.004
Si 4.093 1.354 16.368 -0.001 0.008 -0.001
Si 1.368 4.064 16.318 -0.008 0.005 -0.008
Si 4.092 6.781 16.345 0 0.004 -0.008
Si 1.36 -6.79 16.313 0.01 0.006 -0.004
Si 4.057 -4.065 16.295 0.006 -0.017 -0.012
Si 6.794 -1.343 16.326 -0.003 -0.005 -0.005
Si -6.81 1.397 16.302 0.003 -0.001 -0.015
Si 6.801 4.057 16.379 0.001 -0.015 -0.001
Si -6.794 6.782 16.342 0.002 0.007 0.001
Si 6.796 9.487 16.278 0.001 -0.013 -0.015
Si -6.808 -4.079 16.284 -0.001 -0.006 -0.006
Si -4.057 -1.323 16.27 -0.007 0.025 -0.014
Si -1.361 1.363 16.318 0.002 -0.004 -0.009
Si -4.103 4.078 16.299 -0.001 -0.003 -0.011
Si -1.381 6.815 16.283 -0.01 0.007 -0.018
Si -4.088 9.497 16.315 0.007 -0.005 -0.011
Si -1.333 -4.069 16.315 0 0.018 0
Si 2.748 -0.03 17.72 0.006 0.004 0.036
Si 5.442 2.698 17.777 -0.002 -0.006 -0.003
Si 2.747 5.385 17.691 0.007 0 -0.009
Si 5.461 8.156 17.684 0.021 -0.004 0.011
Si 2.694 -5.397 17.672 -0.008 0.004 0.002
Si 5.428 -2.729 17.652 -0.006 0.009 0.003
Si 8.126 0.079 17.663 0.018 0.005 -0.006
Si -5.421 2.702 17.682 -0.004 0.008 0.011
Si 8.187 5.414 17.719 -0.013 -0.008 0.009
Si -5.436 8.141 17.715 0.008 -0.006 0.003
Si 8.181 10.815 17.612 -0.004 0.011 -0.022
Si -5.468 -2.643 17.574 -0.009 -0.004 0.001
Si -2.702 -0.006 17.683 -0.017 0.012 0.007
Si -0.022 2.738 17.674 0.017 0.012 0.005
Si -2.782 5.49 17.625 -0.009 -0.007 -0.014
Si -0.012 -8.165 17.638 -0.022 -0.002 0.019
Si -2.708 -5.447 17.623 -0.008 -0.02 0.022
Si 0.017 -2.724 17.725 0 -0.021 0.006
Si 1.33 1.346 19.013 0.007 -0.006 -0.026
Si 4.076 4.053 19.144 -0.01 0.013 -0.001
Si 1.32 6.731 18.957 -0.011 -0.004 -0.014
Si 4.064 -6.769 18.974 0.018 0.013 -0.022
Si 1.376 -4.061 19.125 0.021 -0.007 -0.006
Si 4.144 -1.386 19.104 0.001 0.011 -0.021
Si 6.817 1.356 19.169 -0.016 0.006 0.003
Si -6.726 4.067 19.077 0.006 0 -0.035
Si 6.818 6.784 19.061 0.012 -0.001 -0.03
Si -6.827 9.486 19.05 -0.021 -0.007 -0.021
Si 6.812 -4.147 18.906 -0.009 -0.012 -0.038
Si 9.523 -1.256 18.947 0.018 0.032 -0.029
Si -4.073 1.327 19.052 0.003 -0.004 -0.022
Si -1.457 4.13 18.951 0.012 -0.014 -0.033
Si -4.055 6.816 19.105 0.005 0.001 0.002
Si -1.327 -6.777 19.012 -0.019 0.01 -0.021
Si -4.122 -4.035 18.854 0.017 -0.006 -0.047
Si -1.36 -1.362 19.068 0.004 0.011 -0.008
Si -0.031 0.032 20.429 0.01 0.005 0.057
Si 2.677 2.643 20.444 0.021 -0.014 0.034
Si -0.1 5.424 20.324 0.008 0.011 0.048
Si 2.67 8.14 20.223 0.009 0.001 0.022
Si 0.006 -5.447 20.456 0.008 0.013 0.039
Si 2.758 -2.708 20.5 -0.025 -0.001 0.06
Si 5.533 -0.085 20.562 -0.003 -0.013 0.067
Si 8.233 2.737 20.476 0.005 0.017 0.064
Si 5.461 5.448 20.474 -0.002 -0.008 0.034
Si 8.203 8.101 20.477 0.031 -0.011 0.049
Si 5.467 -5.438 20.331 -0.001 -0.011 0.037
Si 8.166 -2.713 20.127 -0.012 0.006 0.028
Si -5.44 -0.016 20.44 -0.005 0 0.052
Si -2.751 2.776 20.35 -0.001 -0.018 0.054
Si -5.367 5.423 20.489 -0.017 -0.013 0.065
Si -2.669 -8.111 20.418 0 0.004 0.082
Si -5.458 -5.357 20.231 0.001 -0.008 0.049
Si -2.79 -2.77 20.288 -0.003 -0.013 0.058
Si 1.579 -1.06 21.741 -0.046 -0.207 -0.759
Si 3.863 1.058 21.761 0.077 0.157 -0.772
Si 0.945 3.762 21.592 0.136 -0.024 -0.732
Si 4.154 7.046 21.62 -0.085 -0.345 -0.65
Si 1.221 -7.075 21.664 0.052 0.27 -0.665
Si 4.387 -3.912 21.733 -0.267 -0.084 -0.703
Si 6.751 -1.811 21.745 0.107 0.403 -0.605
Si -6.508 1.587 21.809 -0.238 -0.202 -0.709
Si 7.149 4.383 21.75 -0.115 -0.039 -0.754
Si -6.897 6.559 21.845 0.092 0.21 -0.707
Si 6.493 -7.102 21.62 0.238 0.202 -0.702
Si 9.656 -3.812 21.51 -0.045 -0.213 -0.604
Si -4.343 -1.71 21.672 0.079 0.226 -0.706
Si -1.28 1.599 21.693 -0.041 -0.204 -0.674
Si -4.243 3.834 21.842 0.222 0.259 -0.713
Si -1.055 7.076 21.731 -0.227 -0.118 -0.736
Si -3.884 -6.43 21.528 0.086 -0.175 -0.733
Si -1.673 -4.295 21.649 0.223 0.046 -0.737
Si -1.864 7.175 -5.775 0.048 0.026 -0.098
Si -0.334 -5.649 -2.12 -0.09 0.029 0.208
Si -3.22 4.219 24.876 -0.146 -0.041 -0.236
Si 4.153 -3.763 -2.612 -0.032 0.108 0.025
Si -7.476 -8.04 -5.14 0.058 -0.01 0.024
Si -3.086 -6.877 -2.734 -0.024 0.171 0.082
Si -4.54 -0.447 -7.181 0.123 0.111 -0.003
Si 5.132 3.077 23.704 -0.019 -0.039 -0.138
Si 0.724 -3.958 -4.529 -0.007 0.026 0.024
Si 6.759 4.133 -6.885 0.006 -0.059 -0.003
Si 2.477 -5.201 23.71 -0.002 -0.101 0.009
Si 3.362 -5.315 -4.971 0.001 0.02 -0.087
Si -5.919 3.5 26.252 0.025 0.064 0.044
Si 7.974 1.893 -4.959 0.027 0.065 -0.036
Si -8.149 -3.176 23.886 -0.057 0.048 -0.214
Si 2.753 5.228 23.624 0.009 0.067 -0.094
Si 4.561 5.669 -5.223 -0.041 -0.006 0.097
Si -4.799 -0.645 -2.597 0.005 0.023 0.125
Si 6.792 -2.381 -2.84 0.004 0.132 0.125
Si -7.011 5.9 -6.965 0.015 0.002 -0.082
Si 3.114 1.026 -2.997 0.12 -0.056 0.217
Si -0.628 -0.206 -5.033 0.104 0.105 -0.017
Si 1.424 3.427 -2.698 0.101 -0.042 0.062
Si 5.516 -4.222 -7.052 -0.13 0.051 -0.123
Si -6.118 0.843 24.69 0.066 -0.02 -0.172
Si -3.095 -1.817 -4.737 -0.108 -0.043 -0.041
Si -4.502 -4.535 -4.416 0.004 0.014 0.1
Si 1.664 5.414 -4.982 0.159 -0.046 -0.101
Si 7.994 7.915 -2.143 -0.066 0.001 0.194
Si -6.934 -7.759 26.147 -0.152 -0.018 -0.079
Si -4.017 5.131 -6.786 -0.114 -0.023 -0.061
Si 6.079 -1.162 -7.273 0.046 -0.006 0.038
Si -2.243 6.987 24.575 0.056 0.095 -0.084
Si 1.825 4.301 26.26 -0.117 0.056 -0.105
Si -3.14 0.098 23.863 -0.044 0.045 -0.123
Si 0.245 -3.024 23.642 -0.003 0.064 -0.061
Si 0.472 -7.853 -7.232 -0.018 -0.021 -0.038
Si 5.721 0.087 -4.484 0.026 -0.041 0.012
Si -1.249 1.793 -2.736 -0.037 -0.073 -0.104
Si -5.078 -8.061 23.809 -0.081 -0.275 -0.113
Si 1.951 -1.786 -2.844 0.056 -0.048 0.131
Si -0.497 -5.161 -6.86 -0.042 0.019 0.019
Si 7.772 -6.266 -7.19 0.054 -0.05 -0.036
Si 6.384 -2.704 26.163 0.146 -0.031 -0.088
Si -2.366 6.708 -3.016 0.083 -0.162 0.249
Si -7.751 5.67 26.223 0.008 0.002 0.021
Si 2.8 7.955 -5.632 0.082 -0.075 -0.039
Si 6.598 -7.333 24.54 0.116 -0.087 -0.123
Si -5.655 -6.268 -6.637 -0.113 -0.06 0.075
Si 5.83 6.628 25.76 -0.082 0.076 0.034
Si -3.475 3.761 -2.713 0.103 -0.026 0.149
Si 5.603 5.826 -2.222 -0.002 -0.045 0.119
Si -6.732 -3.025 -2.744 0.093 -0.068 0.102
Si -5.924 2.068 -3.018 -0.053 -0.087 0.119
Si 1.386 -1.368 5.458 -0.005 -0.004 0.014
Si 4.095 1.357 5.403 0.007 0.003 0.002
Si 1.359 4.066 5.433 -0.008 -0.008 0.015
Si 4.081 6.762 5.433 -0.002 -0.002 0.004
Si 1.362 9.513 5.462 0.014 0 0.015
Si 4.084 12.226 5.453 0.005 -0.012 0.01
Si 6.801 -1.338 5.423 -0.007 -0.002 0.013
Si 9.497 1.373 5.424 -0.011 0.004 0.008
Si 6.785 4.078 5.426 0.008 -0.004 0.011
Si 9.517 6.809 5.436 0.015 0.004 0.005
Si 6.802 9.514 5.447 -0.003 0.004 0.008
Si 9.516 -4.059 5.446 -0.001 0 0.004
Si -4.103 -1.328 5.472 -0.001 0 0.015
Si -1.362 1.366 5.433 -0.001 -0.001 0.015
Si -4.088 4.095 5.431 -0.014 0.003 0.002
Si -1.36 6.79 5.443 0.015 0.007 0.002
Si -4.079 -6.791 5.468 -0.003 0.011 0.01
Si -1.343 -4.112 5.477 0.002 0.002 0.008
Si 2.747 0.003 6.794 -0.004 -0.005 0.003
Si 5.433 2.716 6.787 -0.001 -0.001 0.002
Si 2.719 5.419 6.8 0.009 -0.013 0.002
Si 5.435 8.144 6.79 -0.002 -0.001 -0.004
Si 2.723 10.873 6.817 -0.005 0.008 0.003
Si 5.447 -2.711 6.79 -0.007 0.005 -0.002
Si 8.156 0.008 6.797 0.003 -0.005 0.001
Si 10.868 2.729 6.785 0.002 0.001 0.002
Si 8.157 5.436 6.785 -0.002 0.001 -0.001
Si 10.874 -8.158 6.808 0 0.014 0.001
Si 8.153 -5.428 6.799 0.003 0.011 0.001
Si 10.873 -2.712 6.818 0.008 -0.008 -0.005
Si -2.721 0.02 6.81 -0.005 -0.003 0.001
Si -0.004 2.72 6.799 -0.001 0.003 -0.001
Si -2.727 5.443 6.804 -0.003 0.008 0.001
Si 0.002 8.144 6.811 -0.002 -0.006 0
Si -2.718 -5.447 6.834 -0.003 -0.006 0.001
Si 0.014 -2.726 6.811 0.007 -0.006 0.004
Si 1.366 1.357 8.149 -0.008 0.001 -0.005
Si 4.076 4.066 8.159 -0.008 0.003 -0.001
Si 1.368 6.787 8.165 0 0.005 -0.004
Si 4.083 9.504 8.163 -0.008 -0.001 0.001
Si 1.369 -4.082 8.173 0.004 0.001 -0.005
Si 4.093 -1.357 8.161 0.015 0.004 -0.001
Si 6.796 1.364 8.154 0.005 -0.001 -0.002
Si 9.513 4.082 8.152 0.006 0.003 0.003
Si 6.798 6.794 8.152 -0.007 0.001 -0.005
Si 9.516 -6.788 8.159 0.01 0.007 -0.005
Si 6.796 -4.075 8.162 -0.007 -0.009 -0.005
Si 9.509 -1.354 8.168 -0.002 -0.008 -0.007
Si -4.088 1.377 8.159 0.01 -0.005 -0.008
Si -1.36 4.084 8.161 0.007 -0.001 -0.004
Si -4.085 6.8 8.165 -0.009 -0.006 -0.002
Si -1.357 -6.817 8.176 -0.001 0.004 -0.008
Si -4.081 -4.072 8.173 0.004 0.01 0.002
Si -1.36 -1.358 8.155 -0.009 -0.005 -0.005
Si 0.005 0.001 9.511 0.004 -0.008 -0.002
Si 2.716 2.715 9.522 0.007 0.002 -0.003
Si 0.003 5.434 9.528 -0.001 0.004 0.002
Si 2.724 8.148 9.527 -0.001 -0.002 -0.001
Si 0.004 -5.445 9.524 0.001 0.002 -0.006
Si 2.731 -2.718 9.52 -0.01 -0.001 -0.004
Si 5.445 0.004 9.523 0.003 -0.003 -0.003
Si 8.156 2.72 9.513 -0.008 -0.003 -0.003
Si 5.436 5.434 9.512 0.001 -0.01 -0.003
Si 8.153 -8.157 9.51 0.007 0.007 -0.008
Si 5.441 -5.445 9.519 -0.003 0.007 -0.001
Si 8.155 -2.718 9.528 -0.003 0.003 -0.001
Si -5.442 0.006 9.519 0.003 -0.001 0.002
Si -2.721 2.725 9.52 -0.012 0.009 0.001
Si -5.447 5.44 9.515 0.008 0.005 -0.001
Si -2.722 8.151 9.531 0.005 0.002 -0.004
Si -5.444 -5.436 9.525 -0.001 0 -0.002
Si -2.72 -2.71 9.522 0.003 -0.006 0.003
Si 1.366 -1.357 10.872 0.004 -0.004 0.001
Si 4.079 1.361 10.88 -0.008 -0.005 0.001
Si 1.364 4.075 10.891 -0.004 -0.009 -0.004
Si 4.083 6.788 10.887 0.004 0.005 -0.001
Si 1.362 9.513 10.881 -0.002 0.003 0
Si 4.083 -4.083 10.88 -0.001 0.003 -0.001
Si 6.798 -1.357 10.886 -0.003 0.001 0.004
Si 9.515 1.363 10.877 0.002 0.005 0.002
Si 6.793 4.074 10.871 0.006 0.009 -0.003
Si 9.511 -9.516 10.868 -0.003 0.001 -0.002
Si 6.799 -6.805 10.884 -0.002 0 0
Si 9.518 -4.078 10.888 0.006 -0.004 0.003
Si -4.08 -1.353 10.883 0.007 -0.009 0.002
Si -1.355 1.362 10.875 0.001 0 -0.003
Si -4.083 4.085 10.875 -0.004 0.003 0.002
Si -1.357 6.795 10.887 0 -0.001 0.001
Si -4.083 9.52 10.878 0.003 0.003 0.002
Si -1.358 -4.076 10.872 -0.005 0.002 -0.002
Si 2.72 0.001 12.236 -0.001 -0.002 0.001
Si 5.437 2.72 12.242 0 -0.001 -0.003
Si 2.727 5.431 12.256 0.001 0.007 0.002
Si 5.444 8.147 12.247 -0.001 0.001 0.006
Si 2.724 10.872 12.236 -0.004 -0.002 0.001
Si 5.434 -2.717 12.241 -0.001 -0.004 -0.002
Si 8.158 0.005 12.243 -0.002 -0.007 0.005
Si 10.872 2.73 12.231 0.006 0.003 0.002
Si 8.15 5.44 12.22 -0.003 -0.007 -0.002
Si 10.873 -8.162 12.229 0.001 -0.003 0.001
Si 8.156 -5.442 12.245 0.003 0.003 0.002
Si 10.882 -2.717 12.245 -0.003 0.001 0.005
Si -2.715 0.007 12.239 -0.002 0.005 0.008
Si 0.006 2.711 12.248 0.001 0.008 0.004
Si -2.719 5.433 12.24 -0.006 0 0.004
Si 0.005 8.157 12.246 -0.002 0.006 0.003
Si -2.719 -5.435 12.228 0.005 0.003 0.002
Si 0.004 -2.716 12.226 0 -0.007 0.001
Si 1.368 1.349 13.612 0.005 -0.008 -0.004
Si 4.087 4.07 13.621 0.003 -0.006 0.007
Si 1.367 6.8 13.61 -0.013 0.004 0.006
Si 4.078 9.509 13.6 0.006 0.004 0.005
Si 1.36 -4.08 13.581 -0.001 0.005 0.002
Si 4.077 -1.35 13.6 -0.008 -0.001 -0.001
Si 6.795 1.363 13.603 0 0.003 0.007
Si 9.501 4.088 13.584 -0.012 0.02 -0.004
Si 6.801 6.775 13.605 0.016 -0.005 -0.003
Si 9.52 -6.807 13.598 0.004 -0.005 0.005
Si 6.787 -4.079 13.598 -0.013 0.012 0.002
Si 9.518 -1.355 13.601 0.012 -0.003 0.009
Si -4.081 1.378 13.584 -0.015 0.006 0.006
Si -1.354 4.078 13.6 0.003 -0.012 0.006
Si -4.093 6.79 13.584 0.004 0.009 0.004
Si -1.364 9.527 13.588 -0.007 0.006 0.003
Si -4.068 -4.08 13.598 0.005 -0.007 -0.003
Si -1.343 -1.352 13.594 0.003 -0.012 0.004
Si 0.013 -0.007 14.98 0.008 0.011 0.003
Si 2.732 2.699 14.978 -0.001 0 0.002
Si 0.006 5.437 14.963 0.007 0.005 0.002
Si 2.732 8.152 14.979 0.006 0.003 -0.004
Si 0.006 -5.436 14.944 -0.004 -0.005 0.005
Si 2.706 -2.712 14.94 -0.002 -0.011 0.002
Si 5.434 0.01 14.968 -0.002 -0.006 0.001
Si 8.144 2.741 14.955 0.007 -0.004 -0.003
Si 5.452 5.418 14.991 -0.001 0.007 0.008
Si 8.173 8.13 14.951 -0.011 0.008 -0.002
Si 5.428 10.877 14.956 0.002 0.002 -0.006
Si 8.142 -2.712 14.952 0.005 -0.003 -0.003
Si -5.445 0.029 14.943 0.009 0.005 -0.003
Si -2.72 2.723 14.956 -0.003 0.009 0
Si -5.46 5.436 14.946 0.001 -0.02 -0.004
Si -2.737 8.162 14.926 -0.003 -0.009 -0.005
Si -5.432 -5.444 14.95 0.001 0.002 0.001
Si -2.698 -2.713 14.946 0 -0.004 -0.001
O -2.24 -0.286 25.136 0.08 -0.352 -0.083
O 3.871 -4.665 23.091 0.278 -0.03 0.373
O -7.683 -4.249 22.742 -0.18 -0.334 0.292
O 0.755 -6.434 -1.226 -0.025 0.091 -0.422
O 6.787 6.894 -2.415 -0.149 -0.132 -0.318
O 1.492 4.643 22.829 -0.273 0.316 0.29
O 5.503 -5.524 -0.355 0.083 0.114 -0.412
O -2.218 1.048 22.919 0.083 0.204 0.387
O -3.677 4.261 23.318 -0.026 0.381 0.091
O -3.454 3.685 -1.09 0.205 -0.415 0.138
O 7.019 -6.716 23.122 0.391 0.477 0.346
O 7.994 2.854 -0.436 -0.258 -0.226 -0.569
O 5.674 -0.139 -6.083 -0.288 0.393 -0.238
O -3.426 -3.392 -4.8 0.326 -0.272 -0.284
O -2.77 -5.403 22.165 0.193 0.131 0.269
O -4.464 -0.593 -1.011 -0.202 0.504 0.085
O -7.022 -3.56 -1.249 -0.22 0.063 -0.109
O -6.069 7.114 23.168 0.061 -0.218 0.379
O 2.67 -8.125 -0.467 -0.128 -0.014 -0.258
O 2.716 0.001 22.279 0.045 -0.065 0.492
O -1.483 -6.62 -2.705 0.119 -0.158 -0.218
O 6.485 3.614 23.02 0.368 -0.197 0.654
O -5.182 -4.983 -5.8 -0.209 0.343 -0.407
O -5.398 5.436 -0.43 -0.04 0.029 -0.478
O -8.06 5.476 22.302 0.079 0.06 0.549
O 0.191 -6.535 -6.317 0.159 -0.004 0.565
O 2.033 -6.587 23.002 0.24 -0.326 0.379
O -4.981 3.375 -3.152 -0.181 0.497 -0.223
O 0.862 -2.498 -3.819 -0.338 0.33 -0.2
O 6.212 4.549 -1.419 -0.301 -0.4 -0.527
O -1.29 0.892 -6.009 -0.228 -0.013 0.19
O 1.546 -2.004 -1.293 0.008 -0.249 -0.06
O 0.532 5.055 -6.077 -0.116 -0.08 -0.025
O -1.605 6.522 23.158 0.11 -0.371 -0.09
O 3.954 4.16 23.517 -0.008 -0.067 -0.3
O 2.557 -5.335 25.314 0.317 0.184 0.126
O -4.522 0.78 24.374 0.206 0.395 0.266
O 5.23 -8.094 21.925 -0.1 0.068 0.231
O -3.588 -6.863 -1.211 0.281 -0.199 0
O -7.178 2.397 -3.975 0.078 0.483 0.179
O 3.633 -3.905 -1.101 -0.462 0.108 -0.029
O 1.998 3.802 -1.229 0.454 0.153 -0.238
O 0.802 -0.559 -5.767 0.4 -0.017 0.419
O 0.044 -2.901 25.227 -0.313 -0.43 0.172
O 4.613 1.691 23.068 0.052 -0.133 0.171
O -1.829 1.299 -1.311 -0.392 -0.161 -0.128
O -5.801 -7.388 25.07 0.076 0.655 0.26
O 7.73 -1.795 23.093 0.326 0.344 0.481
O -1.116 7.733 25.467 0.388 -0.047 -0.272
O -1.138 -3.489 22.963 -0.179 0.353 0.243
O 2.021 8.018 -7.069 0.34 -0.424 -0.671
O -3.632 3.532 -6.672 0.058 -0.168 0.617
O 7.257 5.97 25.392 0.167 0.017 -0.735
O -3.571 -1.215 23.023 0.193 -0.05 0.475
O -0.577 7.299 -6.779 0.151 -0.328 -0.372
O -1.04 -4.478 -1.251 0.165 -0.008 -0.305
O 2.058 -0.196 -3.068 -0.244 0.098 -0.009
O 1.257 4.752 -3.581 -0.203 0.226 0.166
O -7.684 -7.968 -3.551 0.257 0.201 -0.155
O 3.604 1.313 -1.482 -0.183 0.329 -0.186
O -1.685 6.878 -1.552 0.115 0.285 0.089
O 5.805 -2.665 -6.765 -0.058 0.024 0.356
O -2.753 5.683 25.357 -0.135 0.111 0.7
O -5.53 -2.764 22.105 -0.11 0.034 0.42
O 0.559 3.349 25.921 -0.032 -0.452 -0.574
O -6.027 -7.449 -5.58 0.528 -0.237 0.362
O 5.743 5.161 -6.175 0.031 0.3 -0.202
O -3.097 5.273 -3.128 -0.121 0.048 -0.37
O 0.038 5.365 -0.398 0.012 -0.024 -0.305
O -3.416 7.933 -3.219 -0.31 -0.044 -0.496
O 1.076 -7.254 26.258 0.218 0.101 -0.312
O 1.355 -4.127 23.293 0.042 -0.26 -0.116
O -6.113 -0.821 -7.194 -0.085 -0.37 0.433
O -5.048 0.751 -3.376 0.211 -0.049 -0.63
O 2.098 -4.356 -5.298 0.138 -0.037 -0.311
O 4.25 7.221 -5.633 0.539 0.329 -0.297
O -6.398 1.68 -1.518 0.254 0.044 -0.183
O -6.137 -1.529 -2.758 -0.172 0.305 -0.451
O 5.02 5.46 -3.678 0.1 -0.539 -0.024
O 5.446 -0.071 -0.384 -0.139 0.138 -0.131
O -4.368 3.73 25.904 0.306 -0.427 0.368
O -6.925 0.999 23.282 -0.39 -0.104 0.237
O 0.184 2.773 -7.138 0.372 -0.097 0.241
O 2.162 5.413 25.117 -0.083 0.492 -0.113
O -2.95 5.968 -5.912 0.32 -0.169 0.235
O -0.441 -4.078 -5.651 -0.512 0.657 0.089
O 7.221 3.044 -5.792 -0.161 0.127 0.011
O 0.77 -1.614 23.049 -0.029 0.136 0.23
O 3.145 4.886 -5.448 0.01 -0.625 -0.426
O -0.694 0.533 -3.592 0.117 0.049 0.305
O 5.539 -2.836 22.171 -0.165 -0.024 0.169
O 4.576 -4.874 -5.924 0.242 -0.229 0.119
O 7.934 -7.43 25.489 -0.026 0.219 -0.007
O -6.814 4.602 25.474 0.115 0.089 -0.687
O -1.529 -1.541 -4.978 0.308 -0.435 -0.079
O -0.018 2.777 -2.444 -0.266 0.208 0.504
O -6.37 2.068 25.701 -0.438 -0.139 0.383
O 8.154 -2.961 -3.486 0.122 -0.426 -0.735
O -2.677 -7.768 -6.082 -0.434 0.328 0.352
O -2.751 -2.654 -0.418 0.072 -0.083 -0.497
O 1.819 7.018 -4.725 -0.446 0.229 0.16
O 0.118 8.14 22.147 0.151 -0.163 0.309
O 4.404 6.456 -1.344 -0.296 -0.125 -0.328
O -3.932 -0.92 -5.784 -0.221 0.259 -0.035
O -5.596 5.273 -6.459 -0.223 -0.324 0.462
O -7.148 7.202 -1.302 0.14 -0.087 -0.397
O -1.327 6.943 -4.254 0.623 -0.018 0.029
O -3.788 -5.771 -3.666 0.145 -0.103 -0.212
O 3.775 -5.088 -3.431 0.139 -0.433 0.401
O -5.68 -3.992 -3.465 -0.18 -0.131 -0.076
O -6.722 -0.429 25.47 0.323 -0.436 -0.326
O 6.915 -3.53 24.858 -0.24 -0.199 -0.199
O 0.472 -5.013 -3.347 0.273 -0.245 0.026
O 3.334 6.589 22.975 -0.071 0.327 0.057
O 7.406 -7.144 -1.307 0.245 0.23 -0.313
O 6.969 -4.902 -7.012 0.412 0.417 0.207
O 7.236 -1.316 26.316 -0.196 0.429 0.118
O -6.857 -3.161 24.864 0.55 0.305 -0.398
O 4.872 5.372 26.122 -0.431 0.109 -0.132
O 2.276 -1.744 26.107 0.135 0.408 -0.567
O -4.887 -6.921 22.701 -0.275 0.155 0.016
O 6.094 -1.308 -3.796 -0.197 -0.129 -0.094
O -1.934 3.26 25.053 0.181 -0.367 -0.348
O 2.385 2.385 -3.468 -0.061 0.022 -0.807
O 7.146 -1.735 -1.398 0.426 0.054 -0.162
O 0.057 -0.082 -0.311 0.089 0.064 -0.232
O -0.135 2.674 22.205 0.019 0.214 0.655
O 5.446 2.907 25.273 0.638 -0.53 0.261
O 3.391 -2.451 -3.178 0.228 0.165 -0.272
O -7.683 0.85 -5.978 0.074 -0.031 0.075
O -7.579 6.78 -5.731 -0.436 -0.043 0.173
O 5.747 -3.587 -2.659 0.13 -0.56 -0.27
O 4.805 -2.448 25.978 -0.322 -0.13 -0.24
O 2.999 -6.87 -5.106 -0.295 -0.2 0.163
O 5.516 -6.416 25.323 -0.281 0.51 -0.241
O -3.501 -1.324 -3.26 0.48 0.075 0.552
O -2.443 2.691 -3.372 -0.105 -0.142 -0.648
O -5.476 -5.407 -0.303 0.001 0.089 -0.171
O 7.695 -7.129 -5.827 -0.652 -0.063 0.269
O 6.859 1.151 -4.068 -0.053 0.041 0.652
O -3.586 7.826 24.246 0.074 0.237 0.061
O -5.393 2.727 22.172 0.04 -0.015 0.122
O 4.319 0.678 -3.988 -0.131 0.108 -0.345
O 5.769 7.564 24.416 -0.362 -0.031 -0.645

Results
total energy: -101655.310 eV
total energy less fixed offsets of O -438.25, Si -107.07 eV per atom: -2.110 eV
